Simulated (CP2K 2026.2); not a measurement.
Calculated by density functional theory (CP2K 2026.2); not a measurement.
Periodic cell of 513 atoms, Si360O153, from a study of silicon, its oxide and their interface. The atomic structure is a simulated model.
Doubt: the forces sum to 3.25 eV/angstrom along one axis rather than to zero, so they err by at least 0.0063 eV/angstrom per atom on average; the grid cutoff is modest.

Settings
functional: PBE
method: Gaussian and plane waves
basis set: DZVP-MOLOPT-SR-GTH
pseudopotentials: GTH-PBE
grid cutoff: 300 Ry, relative cutoff 40 Ry
k points: Gamma only
occupations: fixed
spin: none
net charge: 0

Cell vectors (angstrom)
a	16.32	0	0
b	0	16.32	0
c	-1.6892	-4.8245	34.3262

Atoms and the computed forces on them: element, x, y, z (angstrom), force x, y, z (eV/angstrom)
Si	-0.832	-1.802	0.027	0.02	0.022	-0.04
Si	1.853	0.958	0.18	0.032	-0.043	0.001
Si	-2.007	4.587	0.088	-0.014	0.029	0.045
Si	0.799	7.171	0.209	-0.009	0.161	0.566
Si	-0.752	-7.341	0.375	0.049	-0.033	0.101
Si	0.86	-3.63	0.104	-0.218	0.269	0.527
Si	3.559	-0.781	0.012	-0.13	0.187	0.677
Si	6.514	1.893	0.043	0.026	-0.015	-0.1
Si	4.843	3.682	0.157	-0.107	-0.306	0.441
Si	6.203	7.152	0.127	0.005	0.009	0.002
Si	4.534	8.875	0.094	0.009	-0.081	-0.044
Si	-9.039	-4.562	0.112	0.231	-0.208	0.601
Si	-6.306	-1.814	0.089	0.017	-0.034	-0.004
Si	-4.73	1.962	0.103	-0.055	0.087	0.551
Si	-6.397	3.69	0.273	-0.046	0.007	-0.013
Si	-3.714	6.307	0.131	0.213	-0.14	0.519
Si	-7.339	-6.298	0.088	-0.04	0.05	0.008
Si	-4.553	-3.568	0.117	-0.233	0.162	0.541
Si	0.095	-0.071	1.387	-0.047	-0.006	-0.024
Si	2.891	2.754	1.264	0.004	0.046	-0.04
Si	-0.183	5.426	1.402	-0.044	-0.044	-0.054
Si	2.708	8.052	1.35	-0.044	0.036	0.003
Si	0.031	-5.41	1.451	-0.004	0.036	-0.021
Si	2.659	-2.617	1.275	0.008	0.026	-0.067
Si	5.427	0.114	1.224	0.009	-0.019	-0.096
Si	-8.153	2.735	1.495	0.007	0.028	-0.009
Si	5.475	5.441	1.598	0.045	-0.032	0.06
Si	-8.278	8.183	1.264	0	0.002	-0.063
Si	5.465	-5.567	1.264	0.016	0.026	-0.068
Si	-8.073	-2.785	1.355	0.006	-0.003	-0.071
Si	-5.447	0.029	1.312	-0.033	-0.022	-0.015
Si	-2.878	2.794	1.347	0.01	-0.028	-0.068
Si	-5.387	5.393	1.503	0.019	0.052	-0.026
Si	-2.685	8.071	1.363	-0.044	-0.021	-0.069
Si	-5.543	-5.356	1.346	-0.002	0	-0.063
Si	-2.693	-2.664	1.291	0.04	0.029	0.014
Si	-1.379	1.377	2.577	-0.016	-0.017	0.004
Si	1.359	4.055	2.586	0.009	-0.002	-0.025
Si	-1.421	6.771	2.874	-0.006	-0.018	-0.076
Si	1.474	9.561	2.739	-0.029	-0.073	-0.073
Si	-1.447	-4.106	2.728	-0.011	0.041	-0.026
Si	1.384	-1.377	2.83	0.004	0.05	-0.025
Si	4.159	1.419	2.749	0.008	0.002	-0.039
Si	6.925	4.155	2.884	-0.008	0.001	-0.005
Si	3.959	6.708	2.83	-0.016	0.034	-0.062
Si	6.756	-6.844	2.77	0.043	-0.014	-0.043
Si	4.073	-4.088	2.534	-0.027	-0.011	0.003
Si	-9.53	-1.347	2.555	-0.004	0.013	-0.006
Si	-6.861	1.255	2.768	0.033	0.053	-0.006
Si	-4.1	4.051	2.913	0.01	-0.024	-0.043
Si	-6.839	6.848	2.638	-0.024	-0.013	0.017
Si	-4.106	-6.793	2.594	0.026	0.04	-0.005
Si	-6.796	-4.065	2.844	-0.022	-0.02	-0.014
Si	-3.991	-1.246	2.685	-0.024	-0.043	-0.032
Si	-2.665	0.061	4.071	0.005	0.013	0.044
Si	0.008	2.698	3.977	0.009	0	0
Si	-2.738	5.415	4.228	0.008	-0.002	0.019
Si	0.026	8.192	4.073	-0.033	0.01	-0.023
Si	-2.787	-5.468	4.059	0.002	-0.019	0.02
Si	-0.03	-2.758	4.091	0.006	0.006	-0.018
Si	2.773	0.032	4.093	-0.026	-0.006	0
Si	5.495	2.754	4.133	-0.009	-0.025	0.013
Si	2.61	5.363	4.122	-0.012	-0.007	0.047
Si	5.381	-8.2	4.106	0.016	0.002	-0.018
Si	2.795	-5.394	4.068	0.031	0.004	0.021
Si	5.437	-2.727	3.932	0.009	-0.009	0.019
Si	-8.223	-0.075	4.085	-0.021	-0.013	0.015
Si	-5.498	2.649	4.139	0.004	0.008	0.008
Si	-8.076	5.53	4.169	0.019	-0.026	0.029
Si	-5.456	8.188	4.004	-0.002	-0.004	0.009
Si	-8.189	-5.464	4.116	0.032	0.01	0
Si	-5.379	-2.654	4.061	-0.01	0.014	-0.017
Si	-1.352	-1.351	5.432	-0.009	0.022	0.012
Si	1.357	1.368	5.409	-0.037	0.031	-0.005
Si	-1.314	4.036	5.452	0.027	-0.025	-0.011
Si	1.324	6.8	5.462	0.011	-0.022	-0.007
Si	-1.371	9.53	5.416	-0.001	-0.001	0.004
Si	1.369	-4.093	5.427	-0.008	-0.005	-0.004
Si	4.117	-1.382	5.392	0.038	-0.016	-0.014
Si	6.804	1.337	5.464	0.022	0.007	0.01
Si	4.058	4.065	5.457	-0.02	-0.001	0.007
Si	6.786	6.819	5.477	0.022	-0.007	-0.004
Si	4.092	-6.783	5.454	-0.012	0.018	0.026
Si	-9.555	-4.059	5.397	-0.02	0.018	-0.002
Si	-6.798	-1.373	5.436	-0.015	0.008	-0.007
Si	-4.069	1.346	5.464	-0.005	-0.003	-0.003
Si	-6.783	4.081	5.493	0.004	0.024	0.01
Si	-4.129	6.831	5.454	-0.019	0.009	-0.004
Si	-6.797	-6.808	5.436	0.022	-0.024	-0.006
Si	-4.087	-4.066	5.429	-0.003	0.001	0.007
Si	0.012	0.005	6.786	0.011	-0.018	0.008
Si	2.706	2.708	6.808	0.011	-0.004	0
Si	-0.007	5.43	6.825	-0.022	0.011	0.001
Si	2.714	-8.156	6.792	-0.014	0.01	0.003
Si	-0.003	-5.444	6.784	-0.006	-0.011	0.008
Si	2.732	-2.716	6.768	-0.009	0.017	-0.004
Si	5.442	-0.029	6.802	0.01	0.004	0.004
Si	8.155	2.712	6.819	-0.003	0.003	0.003
Si	5.422	5.437	6.809	-0.009	-0.003	-0.004
Si	-8.159	-8.148	6.816	-0.008	0.01	0.008
Si	-10.876	-5.418	6.8	0.017	-0.015	0.006
Si	-8.167	-2.734	6.78	0.023	-0.011	-0.003
Si	-5.444	-0.014	6.806	0.002	0.02	-0.003
Si	-2.703	2.708	6.811	0.002	0	0.001
Si	-5.436	5.451	6.839	0.004	-0.03	0.015
Si	-2.73	8.176	6.791	0.005	-0.007	0.008
Si	-5.448	-5.429	6.789	-0.016	0.015	0.008
Si	-2.719	-2.716	6.788	0.004	-0.004	0.003
Si	-1.36	1.336	13.603	0.019	-0.017	0.001
Si	1.35	4.079	13.602	0.009	-0.009	0.005
Si	-1.357	6.819	13.628	-0.011	0.007	0
Si	1.363	-6.78	13.604	0.006	0.004	0.002
Si	-1.356	-4.084	13.598	-0.018	-0.01	-0.007
Si	1.361	-1.382	13.589	-0.005	0.007	-0.01
Si	4.074	1.356	13.569	0	0.009	-0.005
Si	6.81	4.097	13.568	0.001	-0.004	-0.009
Si	4.082	-9.509	13.602	0.004	0.003	0
Si	-9.524	-6.806	13.578	-0.004	0.01	-0.001
Si	4.04	-4.081	13.598	-0.006	-0.014	0.005
Si	6.785	-1.392	13.592	0.007	0.001	0.011
Si	-6.794	1.361	13.591	-0.021	0.024	0.005
Si	-4.066	4.085	13.55	-0.011	0.002	-0.011
Si	-6.798	6.819	13.601	-0.011	-0.014	0
Si	-4.075	9.525	13.622	0.005	0.004	-0.002
Si	-6.79	-4.097	13.634	0.001	-0.019	-0.007
Si	-4.062	-1.358	13.61	0.008	-0.007	-0.004
Si	-2.7	-0.019	14.998	-0.013	0.022	-0.004
Si	-0.014	2.708	14.955	-0.028	0.015	-0.013
Si	-2.757	5.448	14.944	0.012	-0.035	-0.015
Si	0.027	8.186	14.979	-0.017	0.002	0
Si	-2.705	-5.434	14.976	0.014	0.01	0.002
Si	0.032	-2.764	14.963	0.007	-0.007	-0.003
Si	2.714	-0.004	14.928	-0.006	-0.013	-0.006
Si	5.44	2.733	14.897	-0.003	-0.001	-0.016
Si	2.708	5.453	14.948	-0.018	0.011	0.007
Si	5.463	-8.157	14.962	-0.015	-0.028	0
Si	2.69	-5.416	15	-0.021	0.027	0.004
Si	5.375	-2.716	14.956	0.008	0.013	-0.004
Si	-8.158	-0.031	14.92	0.001	0.015	0.012
Si	-5.387	2.719	14.918	0.028	-0.006	-0.014
Si	-8.174	5.467	14.944	-0.004	0.012	0.011
Si	-5.446	8.175	14.982	0.005	0.01	0.003
Si	-8.18	-5.473	14.967	0.014	-0.011	-0.004
Si	-5.399	-2.733	14.972	0	0.004	-0.018
Si	-1.313	-1.42	16.31	-0.012	-0.023	-0.004
Si	1.398	1.378	16.286	-0.013	-0.005	0.022
Si	-1.436	4.045	16.282	0.002	-0.03	-0.014
Si	1.33	6.772	16.34	0.024	0.005	0.014
Si	-1.287	-6.725	16.34	0.035	0.037	-0.026
Si	1.347	-4.072	16.437	-0.003	-0.016	-0.009
Si	3.996	-1.374	16.344	-0.006	-0.003	-0.006
Si	-9.591	1.298	16.221	-0.02	-0.006	0.004
Si	4.13	4.13	16.262	0.014	0.011	-0.011
Si	-9.5	6.827	16.366	0.009	0.002	-0.008
Si	4.063	-6.814	16.285	0.034	0.011	0.002
Si	-9.578	-4.096	16.26	-0.026	-0.033	0.001
Si	-6.747	-1.338	16.288	-0.003	0.017	-0.025
Si	-4.054	1.379	16.347	-0.005	-0.007	-0.023
Si	-6.753	4.103	16.209	-0.037	-0.005	-0.024
Si	-4.058	6.839	16.335	-0.01	0.025	0.032
Si	-6.851	9.477	16.369	-0.02	0.008	-0.017
Si	-4.067	-4.108	16.361	-0.02	-0.005	0.014
Si	0.056	-0.024	17.614	-0.015	-0.005	-0.001
Si	2.766	2.802	17.593	-0.01	-0.011	0.009
Si	-0.123	5.397	17.629	-0.007	0.03	0.003
Si	2.749	8.123	17.658	0.008	0.015	0.017
Si	0.034	-5.445	17.864	-0.016	-0.01	0.007
Si	2.653	-2.668	17.823	0.002	0.037	-0.013
Si	5.316	0.027	17.662	0.039	0.036	-0.025
Si	-8.111	2.634	17.402	0.057	-0.01	-0.001
Si	5.449	5.464	17.696	-0.041	0.003	-0.011
Si	-8.145	8.109	17.833	0.026	0.001	-0.01
Si	5.392	-5.448	17.649	-0.003	-0.007	-0.027
Si	-8.207	-2.681	17.515	0.019	-0.048	0.009
Si	-5.381	-0.003	17.699	-0.045	-0.021	-0.001
Si	-2.725	2.732	17.766	-0.003	-0.015	-0.014
Si	-5.478	5.48	17.641	0.014	-0.035	0.052
Si	-2.613	-8.104	17.64	-0.019	-0.031	0.041
Si	-5.505	-5.455	17.687	0.008	0.065	0.026
Si	-2.609	-2.819	17.707	0.032	-0.015	0.002
Si	-1.234	1.351	18.987	-0.041	0.023	0.016
Si	1.328	4.094	18.911	-0.024	0.016	0.002
Si	-1.366	6.796	19.072	0.029	-0.007	0.004
Si	1.402	-6.93	19.119	0.006	0.039	0.049
Si	-1.292	-4.079	19.309	0.006	-0.003	0.049
Si	1.306	-1.244	19.227	-0.032	-0.005	0.082
Si	3.993	1.449	19.064	-0.021	-0.007	0.034
Si	-9.385	3.997	18.747	0.02	-0.01	0.031
Si	4.054	6.778	19.115	0.051	0.013	0.091
Si	-9.622	9.486	19.054	0.012	0.004	0.067
Si	4.031	-4.114	19.056	0.023	-0.028	0.072
Si	6.761	-1.346	18.886	-0.037	0.007	0.025
Si	-6.835	1.376	18.921	-0.034	-0.013	0.079
Si	-4.146	4.15	19.042	0.021	-0.028	0.047
Si	-6.789	6.699	19.247	-0.007	-0.013	0.102
Si	-4.069	-6.823	18.949	-0.03	0.028	-0.003
Si	-6.999	-4.085	18.929	-0.229	-0.39	-0.356
Si	-3.835	-1.277	18.957	0.036	0.037	0.022
Si	-2.122	-0.381	20.275	0.289	-0.155	-0.585
Si	0.461	2.36	20.228	0.008	0.016	0.015
Si	-3.249	5.956	20.262	-0.001	-0.025	-0.034
Si	0.493	7.586	20.368	0.004	-0.07	0.056
Si	-3.021	-5.305	20.428	0.359	-0.211	-0.682
Si	-0.464	-2.158	20.558	-0.173	0.046	-0.673
Si	2.193	0.656	20.407	-0.127	0.107	-0.619
Si	5.752	2.571	20.133	-0.213	0.015	-0.67
Si	2.201	5.829	20.212	-0.207	0.223	-0.53
Si	5.186	8.372	20.456	0.114	-0.224	-0.788
Si	2.965	-5.747	20.403	-0.147	0.113	-0.778
Si	5.633	-2.879	20.23	-0.16	0.052	-0.652
Si	-8.469	0.25	20.189	0.181	-0.043	-0.675
Si	-5.93	3.133	20.174	0.027	0.051	0.035
Si	-7.744	4.714	20.263	0.253	0.057	-0.524
Si	-4.87	-8.617	20.265	-0.028	-0.193	-0.576
Si	-8.569	-5.164	20.283	0.139	-0.168	-0.744
Si	-4.813	-2.65	20.491	0.294	0.353	-0.448
Si	-2.062	0.426	25.728	0	-0.002	0.027
Si	5.362	2.416	24.547	0.011	-0.074	-0.17
Si	4.6	7.507	25.883	0.099	-0.087	-0.024
Si	-0.379	3.187	22.246	0.182	-0.283	-0.55
Si	-0.023	7.524	22.696	0.225	0.093	-0.657
Si	-2.706	1.217	22.914	0.067	-0.034	-0.167
Si	0.86	-0.209	25.425	-0.003	-0.077	0.023
Si	1.767	5.014	23.123	-0.111	-0.008	-0.164
Si	1.616	-4.434	-7.07	0	0.005	0.011
Si	-9.873	4.189	22.462	0.186	0.006	-0.22
Si	2.538	-4.579	23.235	0.025	-0.038	-0.047
Si	-6.854	1.797	26.571	0.093	0.078	0.024
Si	-7.436	0.067	23.01	0.023	0.01	-0.214
Si	-5.535	2.559	22.384	-0.045	0.035	-0.639
Si	-6.358	4.228	24.74	0.107	-0.018	0.032
Si	-0.056	-7.043	25.152	0.126	-0.065	-0.03
Si	-4.283	-6.775	22.595	0.086	-0.175	-0.184
Si	4.547	6.75	-3.994	-0.125	-0.067	0.181
Si	4.69	-2.225	23.056	-0.016	0.065	-0.066
Si	-2.444	6.026	-6.743	-0.058	0.039	0.042
Si	-9.798	-2.721	25.384	-0.016	-0.076	0.015
Si	1.141	7.604	-5.43	0.019	0.012	-0.017
Si	-8.708	1.622	-2.115	-0.342	0.103	0.677
Si	5.379	-6.855	-4.586	-0.065	0.036	0.166
Si	-8.29	-5.5	-4.461	0.082	0.063	0.175
Si	2.48	2.418	-4.359	-0.019	0.06	-0.035
Si	-7.457	-4.74	25.608	-0.047	0.08	-0.04
Si	-3.28	-2.675	-6.108	-0.056	-0.016	0.135
Si	-7.455	-3.867	-6.739	-0.076	-0.027	-0.07
Si	0.306	1.039	-5.94	-0.016	0.025	0.005
Si	0.045	-2.829	23.719	-0.022	0.168	-0.237
Si	-1.167	-7.028	-1.831	0.325	-0.133	0.537
Si	-5.494	6.692	-2.509	-0.012	-0.094	0.127
Si	-5.771	-2.333	23.227	0.031	-0.022	-0.059
Si	-1.752	-4.487	25.46	0.042	0.074	-0.01
Si	-4.791	-7.999	25.28	-0.054	-0.065	0.027
Si	-2.353	5.686	22.392	-0.388	0.071	-0.501
Si	-7.602	7.026	24.874	0.009	-0.022	0.047
Si	3.841	-7.332	-2.134	0.266	-0.07	0.554
Si	0.919	1.634	-1.823	0.173	-0.193	0.592
Si	-3.328	1.519	-2.576	0.031	0.107	0.002
Si	-10.215	5.61	-1.681	-0.185	0.482	0.4
Si	-1.152	-0.586	-1.99	0.164	-0.33	0.593
Si	3.361	-6.793	-6.545	-0.128	-0.018	0.026
Si	-6.892	-5.109	22.784	-0.014	-0.007	-0.016
Si	-4.913	-0.5	-4.308	0.087	0.006	0.056
Si	2.588	5.068	-5.881	0.058	0.068	-0.038
Si	4.341	-1.516	-3.051	-0.007	0.033	0.165
Si	-0.757	-1.696	-4.703	-0.017	-0.007	0.014
Si	-0.127	6.664	-2.692	-0.037	-0.141	0.156
Si	-10.139	7.131	23.239	0	-0.063	-0.106
Si	3.581	4.601	25.647	-0.177	0.023	-0.024
Si	1.353	-5.398	-2.479	-0.081	0.099	0.187
Si	-3.393	-5.526	-5.22	-0.094	-0.019	-0.04
Si	-9.198	0.234	25.446	0.07	-0.016	-0.136
Si	-0.624	-6.384	-6.525	0.097	0.011	-0.02
Si	-4.625	-3.533	25.798	-0.02	0.086	-0.023
Si	-9.259	-3.173	-2.736	0.033	-0.059	0.22
Si	-6.949	-1.122	-2.059	0.222	-0.091	0.698
Si	-7.284	4.27	-1.806	0.387	-0.093	0.474
Si	-7.104	-1.011	-6.221	-0.004	0.078	0.083
Si	-1.526	3.264	-6.707	0.066	0.108	0.006
Si	5.262	1.224	-4.298	0.066	-0.086	0.207
Si	-1.38	3.853	-2.05	-0.292	0.292	0.509
Si	-3.661	5.487	25.222	-0.04	0.012	-0.167
Si	2.027	-3.218	-4.477	0.007	0.023	0.068
Si	-9.815	0.323	-6.937	0.077	-0.074	-0.061
Si	-3.813	-5.394	-2.261	-0.159	0.142	0.087
Si	2.833	-6.307	25.693	0.074	0.06	-0.055
Si	-4.284	7.811	-5.238	0.1	-0.008	-0.016
Si	-6.618	-6.861	-2.066	-0.306	0.16	0.644
Si	3.211	0.479	23.474	-0.028	0	-0.135
Si	-1.353	1.346	8.165	-0.022	0.004	-0.008
Si	1.367	4.082	8.174	0.019	0.01	-0.005
Si	-1.38	6.8	8.16	-0.01	-0.03	0.01
Si	1.346	-6.807	8.153	-0.015	-0.015	0.002
Si	-1.357	-4.077	8.144	0.019	0.024	0.008
Si	1.375	-1.359	8.138	0	0.009	0.01
Si	4.071	1.337	8.154	-0.024	-0.016	0.004
Si	6.781	4.07	8.164	-0.013	-0.019	-0.001
Si	4.074	6.811	8.162	0.016	0.008	0.003
Si	-9.513	-6.777	8.162	0.031	0.017	0.006
Si	4.073	-4.073	8.152	-0.001	-0.013	-0.001
Si	-9.507	-1.37	8.16	0.003	0.008	-0.007
Si	-6.79	1.357	8.17	0.023	0.018	-0.002
Si	-4.055	4.086	8.17	0.029	0.025	0.005
Si	-6.812	6.803	8.18	-0.018	-0.016	-0.002
Si	-4.081	-6.781	8.153	0.013	0.008	-0.003
Si	-6.813	-4.085	8.157	-0.024	-0.019	0.014
Si	-4.087	-1.377	8.161	-0.018	-0.01	0.004
Si	-2.723	-0.012	9.514	0.015	-0.009	0.005
Si	0.002	2.717	9.521	0	0.002	0.005
Si	-2.716	5.445	9.54	-0.015	-0.008	0.013
Si	-0.009	-8.164	9.518	0	0	0.001
Si	-2.72	-5.43	9.517	-0.001	-0.002	0.003
Si	0.006	-2.719	9.496	-0.002	-0.008	0.003
Si	2.718	-0.01	9.522	0.001	0.004	0.002
Si	5.427	2.705	9.519	0.006	0.007	-0.004
Si	2.719	5.45	9.529	-0.006	-0.001	0.007
Si	-10.879	-8.146	9.511	0.001	0.007	-0.002
Si	2.71	-5.439	9.504	-0.003	0.003	0.009
Si	-10.875	-2.726	9.516	0.011	0.006	0.004
Si	-8.15	-0.009	9.526	-0.002	0.004	0.002
Si	-5.425	2.721	9.518	-0.004	0.001	-0.003
Si	-8.178	5.436	9.519	0.001	-0.001	0.004
Si	-5.436	-8.148	9.517	0.001	-0.006	0.004
Si	-8.158	-5.437	9.533	-0.007	-0.004	0.001
Si	-5.448	-2.73	9.524	0.006	-0.005	-0.003
Si	-1.357	-1.369	10.864	-0.001	0.001	0
Si	1.351	1.349	10.879	0.008	-0.007	0.003
Si	-1.345	4.083	10.886	0.002	-0.001	-0.002
Si	1.358	-9.51	10.892	-0.009	0.002	0.009
Si	-1.369	-6.802	10.877	0.006	-0.004	0
Si	1.349	-4.084	10.864	-0.008	0.008	-0.003
Si	4.086	-1.366	10.873	-0.002	-0.004	0
Si	6.805	1.356	10.875	-0.007	-0.004	-0.003
Si	4.072	4.076	10.877	0.005	-0.001	-0.001
Si	-9.527	-9.513	10.873	-0.003	-0.007	-0.001
Si	-12.245	-6.79	10.868	0.004	-0.002	-0.005
Si	-9.527	-4.087	10.889	0.014	-0.011	-0.003
Si	-6.801	-1.374	10.896	0.005	0	-0.003
Si	-4.074	1.352	10.879	0	0.017	-0.005
Si	-6.799	4.084	10.864	-0.003	0.006	-0.006
Si	-4.082	6.812	10.885	0.008	-0.009	0.008
Si	-6.789	-6.792	10.884	-0.006	0.01	-0.001
Si	-4.078	-4.078	10.888	-0.012	0.003	0
Si	-0.005	-0.02	12.237	-0.019	0	-0.006
Si	2.702	2.718	12.23	-0.013	-0.014	-0.001
Si	-0.002	5.454	12.255	0.011	-0.009	0.005
Si	2.727	-8.139	12.244	0.018	0.015	-0.01
Si	-0.007	-5.444	12.232	-0.008	0	0.002
Si	2.712	-2.726	12.216	0.009	-0.001	0
Si	5.448	-0.007	12.23	0.009	0.012	0.004
Si	8.172	2.724	12.226	0.015	0.017	-0.01
Si	5.428	5.447	12.228	-0.001	-0.007	0.004
Si	-8.155	-8.157	12.226	0.014	0.001	0.002
Si	-10.9	-5.438	12.246	0.002	0.007	-0.008
Si	-8.159	-2.748	12.255	-0.026	-0.015	-0.006
Si	-5.434	-0.009	12.244	0	-0.007	0.004
Si	-2.701	2.708	12.229	0.004	0.008	0.002
Si	-5.453	5.449	12.228	-0.009	-0.007	-0.002
Si	-2.721	8.164	12.254	-0.022	-0.009	0.002
Si	-5.43	-5.439	12.255	0.006	0.001	0
Si	-2.709	-2.715	12.24	0.015	0.008	-0.006
O	-6.821	-3.496	22.817	-0.6	0.338	-0.408
O	-2.844	0.447	24.317	-0.305	-0.172	0.175
O	1.142	-4.013	23.802	-0.122	-0.179	0.277
O	-3.98	-4.019	20.718	-0.11	0.089	-0.044
O	-0.132	-2.341	22.172	0.155	0.095	0.285
O	4.165	1.773	23.651	0.06	0.178	-0.479
O	5.396	3.589	21.37	-0.581	0.329	0.162
O	-8.447	4.562	21.764	0.405	-0.009	0.599
O	-2.956	-6.153	21.856	0.241	-0.166	0.584
O	-9.636	-4.014	20.769	-0.005	0.151	0.669
O	-9.695	-1.213	25.94	-0.272	0.166	0.297
O	-7.848	-0.435	21.53	-0.001	-0.403	-0.05
O	-9.562	1.383	20.687	0.159	-0.299	0.372
O	-5.39	1.097	26.557	0.111	-0.654	-0.617
O	-4.838	-8.11	21.842	-0.165	-0.246	0.429
O	-5.413	-5.641	22.488	0.136	0.345	0.034
O	-5.911	3.889	23.229	-0.168	0.475	-0.064
O	-0.16	2.84	-1.7	0.038	0.1	0.185
O	-7.454	-6.172	-3.265	-0.056	0.233	-0.316
O	-3.251	5.265	23.675	-0.218	-0.081	0.176
O	-4.53	1.815	-1.532	-0.461	0.209	-0.393
O	-2.507	2.925	-2.853	0.073	0.255	-0.171
O	0.804	7.119	-3.927	0.467	-0.11	0.005
O	-10.441	5.55	23.102	-0.59	-0.039	0.052
O	-6.26	5.253	-2.637	0.169	-0.056	-0.573
O	3.648	7.515	-2.846	-0.274	-0.356	0.185
O	1.293	-4.222	-1.366	0.209	0.006	-0.21
O	-6.615	7.833	-2.198	-0.189	-0.163	0.117
O	0.638	-2.415	-4.374	0.017	0.137	0.069
O	-2.596	-6.296	-1.746	-0.142	0.021	0.366
O	-10.578	5.996	-3.21	0.529	-0.29	-0.39
O	-4.761	-2.805	24.373	0.612	0.275	-0.236
O	2.046	2.208	-2.822	0.31	0.282	-0.127
O	1.444	6.19	-6.175	-0.281	-0.108	-0.302
O	-10.419	7.83	21.813	0.37	-0.154	-0.121
O	-0.452	7.918	25.948	-0.353	-0.189	-0.19
O	-6.538	1.392	22.881	-0.373	0.13	0.241
O	-9.436	-4.048	-1.392	-0.464	-0.327	-0.023
O	3.343	-7.815	25.918	-0.178	-0.147	-0.151
O	-1.28	7.812	-2.529	-0.589	-0.097	-0.422
O	-7.685	2.848	-2.517	0.259	-0.093	-0.4
O	-8.944	-3.592	-7.315	-0.414	0.266	0.147
O	4.572	-0.189	-3.929	-0.536	0.094	-0.373
O	0.889	3.641	23.161	-0.072	-0.356	0.425
O	-4.1	-1.622	-5.171	0.044	-0.089	-0.004
O	4.123	6.008	26.215	0.229	-0.003	0.224
O	-4.374	6.635	-1.341	0.142	0.035	-0.409
O	5.206	7.668	24.396	-0.126	0.298	-0.178
O	5.299	-0.549	-7.567	-0.35	-0.026	0.011
O	2.416	-6.554	-2.107	-0.176	-0.248	0.181
O	-3.852	-4.214	-6.07	-0.562	-0.154	-0.112
O	1.722	1.254	-5.195	0.123	-0.26	-0.352
O	5.215	7.891	-4.911	0.345	-0.241	-0.76
O	2.552	-5.702	-7.421	-0.056	0.125	-0.42
O	-2.548	4.885	26.214	0.315	-0.36	-0.302
O	-6.209	-0.099	-5.217	0.017	0.702	-0.053
O	-7.884	-5.695	21.664	0.065	-0.313	0.396
O	4.97	-6.556	-3.035	0.107	0.44	0.363
O	1.225	-6.344	25.861	-0.134	0.254	0.408
O	0.844	6.317	23.368	0.052	0.158	0.145
O	-8.769	0.264	23.885	-0.676	0.189	-0.181
O	-7.431	5.421	24.764	-0.442	-0.142	-0.011
O	2.029	3.844	-4.978	-0.248	0.12	0.292
O	4.096	-6.817	20.922	0.017	-0.022	0.459
O	-2.704	2.359	-7.341	-0.595	0.221	0.36
O	-10.582	-2.303	-2.965	0.129	0.003	0.095
O	-4.069	-4.071	-1.378	-0.13	0.283	-0.279
O	-9.781	3.051	23.613	0.491	-0.513	0.18
O	-2.182	4.583	-6.014	-0.011	-0.14	0.35
O	-0.655	2.341	-5.699	0.18	0.118	0.758
O	-9.054	-4.166	-3.976	-0.247	0.205	-0.236
O	2.459	-7.786	-5.632	0.163	-0.076	0.191
O	-1.34	-3.478	24.257	-0.579	-0.078	-0.223
O	-6.582	-1.063	23.769	-0.142	-0.027	0.736
O	-1.105	6.333	-7.618	0.423	0.448	0.296
O	4.961	4.475	-1.306	-0.272	-0.334	-0.147
O	-7.776	0.284	-2.1	-0.164	0.263	-0.112
O	2.03	0.516	24.579	0.055	0.45	0.226
O	-2.623	0.11	21.751	-0.12	-0.187	0.474
O	-10.302	-2.668	23.852	0.336	-0.135	-0.279
O	3.111	-5.747	24.194	0.252	-0.278	-0.362
O	2.522	5.216	21.706	0.617	-0.316	0.022
O	-7.392	-5.588	24.236	0.03	-0.528	0.208
O	-3.35	-4.514	25.682	-0.141	-0.514	0.155
O	-4.93	-1.903	21.921	0.328	0.501	0.127
O	-3.409	-4.916	-3.732	-0.037	0.523	-0.179
O	-10.859	-3.564	26.252	-0.254	-0.019	-0.098
O	2.274	-5.121	21.737	-0.349	-0.047	-0.046
O	-5.568	-1.078	-2.932	0.355	-0.05	0.182
O	4.232	-7.589	-7.647	-0.017	-0.615	-0.048
O	2.373	-3.446	-6.035	0.549	0.495	-0.265
O	-7.016	-2.582	-5.852	0.087	-0.165	0.434
O	2.564	0.446	21.992	-0.307	-0.08	-0.039
O	-0.497	0.683	25.433	-0.134	0.52	0.17
O	-3.844	7.049	25.589	0.354	0.167	0.329
O	-10.392	1.302	25.561	-0.486	0.027	0.22
O	-0.097	-6.102	-2.652	-0.146	0.2	-0.467
O	-5.021	-7.134	26.634	-0.185	0.715	-0.098
O	-4.706	7.143	-3.839	0.211	0.227	-0.129
O	5.047	-2.027	21.494	-0.409	0.453	0.087
O	-4.046	-7.118	24.147	0.365	0.236	0.385
O	-8.173	7.38	26.335	0.065	-0.145	0.253
O	-7.948	-2.242	-2.664	0.23	-0.377	-0.121
O	-8.707	5.032	-1.645	-0.067	0.204	0.1
O	1.837	-4.689	-3.832	0.004	-0.526	-0.469
O	-8.178	-5.727	26.63	-0.346	-0.541	-0.211
O	-10.426	1.232	-5.77	0.136	0.669	-0.15
O	-0.819	5.183	-2.864	-0.116	0.04	-0.31
O	-1.274	-5.997	25.173	-0.192	-0.093	-0.099
O	-1.594	7.077	22.798	-0.106	0.258	0.114
O	-3.958	0.774	-3.897	0.001	0.157	-0.503
O	4.354	-6.027	-5.521	-0.058	0.607	0.342
O	4.111	-0.852	23.668	0.06	-0.048	0.431
O	-5.035	4.697	25.545	-0.086	-0.27	0.409
O	-8.653	-0.571	-6.25	-0.302	-0.27	0.639
O	-5.097	-6.351	-2.237	0.216	-0.154	0.018
O	-6.298	-3.038	19.989	-0.368	0.199	0.071
O	3.752	5.755	-4.979	0.331	-0.063	0.164
O	3.587	-3.375	23.184	-0.087	0.147	-0.177
O	0.844	6.705	-1.382	0.43	-0.016	-0.17
O	0.232	-7.471	23.605	-0.046	0.302	-0.101
O	3.865	-1.128	-1.559	0.278	-0.248	-0.124
O	-6.199	7.791	24.681	-0.065	-0.054	-0.187
O	-3.986	2.167	22.674	0.004	0.187	0.245
O	0.186	0.281	-2.387	0.421	-0.321	-0.318
O	-9.892	1.547	-3.223	-0.323	-0.008	0.124
O	-1.952	-6.019	-5.711	0.053	-0.008	0.314
O	0.631	0.879	-7.51	0.689	0.02	-0.03
O	3.21	-2.417	-3.748	-0.093	-0.063	-0.044
O	-1.518	-1.48	-3.289	-0.506	-0.275	-0.067
O	-8.615	7.446	23.685	0.396	0.528	-0.032
O	3.031	4.486	-7.341	0.264	-0.369	0.098
O	-9.421	-6.529	-4.929	0.062	-0.501	-0.507
O	-1.341	2.093	22.95	0.261	0.012	0.596
O	4.811	3.604	25.466	0.447	-0.1	0.068
O	-0.47	-0.275	-5.417	-0.121	0.195	0.078
O	4.09	2.332	-4.357	0.306	0.471	-0.2
O	0.529	-1.621	24.688	-0.054	-0.134	0.237
O	2.889	4.892	24.235	0.214	0.138	-0.008
O	-5.377	7.343	-6.329	-0.769	-0.087	0.268
O	-8.339	-3.399	25.443	0.519	0.404	0.071
O	-5.982	-4.34	26.119	0.083	-0.092	0.225
O	0.324	-5.087	-6.352	-0.28	0.226	0.564
O	-6.984	2.911	25.416	-0.28	-0.057	-0.065
O	-1.256	4.538	22.045	-0.097	-0.109	-0.103
O	-1.728	-2.607	-5.622	0.268	-0.265	-0.05
O	-7.959	0.66	26.374	0.091	-0.434	0.273
O	-7.378	-5.139	-5.742	0.437	-0.408	-0.15
O	-2.827	7.193	-5.678	0.593	0.224	0.275
O	-2.354	0.487	-1.779	-0.109	0.091	0.581
O	-4.295	-6.882	-5.226	-0.063	0.061	0.172
O	-2.237	-1.031	26.427	0.436	-0.31	-0.067
O	-0.053	-7.785	-5.966	-0.554	-0.068	0.281

Results
total energy: -105602.810 eV
total energy less fixed offsets of O -438.25, Si -107.07 eV per atom: -5.360 eV
